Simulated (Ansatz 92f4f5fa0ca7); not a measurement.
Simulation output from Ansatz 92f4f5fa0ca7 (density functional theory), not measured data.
Periodic cell of 223 atoms, Si132O90As1, from a study of silicon, its oxide and their interface. The atomic structure is a simulated model.
Doubt: the cutoff is far below the 930 eV that the study's wrapper takes by default for these files, so forces and energies are approximate.
This geometry differs little from another in the collection (a relaxation step or a small displacement).

Settings: functional PBE; potential files Ansatz PAW; basis plane waves; wave-function cutoff 580 eV; density cutoff ratio 5; exchange-correlation grid ratio 1; k mesh 1 x 1 x 1, Gamma-centred; self-consistency stop 5e-08 eV per atom in the density residual; occupations fixed; spin none; net charge +1 e, with a uniform compensating background and no finite-size correction.

Cell vectors (angstrom)
a 10.938 0 0
b 0 10.938 0
c 0 0 32.1988

Atoms and the computed forces on them: element, x, y, z (angstrom), force x, y, z (eV/angstrom)
Si 10.5963 0.2198 24.8484 -0.0523 0.0748 0.0744
Si 5.729 10.6853 24.7186 0.0362 -0.042 0.1419
Si 2.4806 2.9122 24.6123 -0.056 0.0341 0.1443
Si 8.4076 2.4649 24.8085 0.0608 -0.0593 0.1277
Si 0.2684 5.1727 24.7264 0.0342 -0.0512 0.1181
Si 5.147 5.7376 24.6677 -0.045 0.0462 0.1065
Si 2.9313 8.0177 24.5755 0.0371 -0.009 0.103
Si 7.94 8.4352 24.6997 -0.0389 0.0418 0.0961
Si 1.337 1.3782 26.0208 -0.0422 0.0626 -0.0251
Si 6.8353 1.3095 26.1125 0.0377 -0.0543 -0.0438
Si 4.0413 4.1005 25.9758 -0.0524 0.0197 -0.0381
Si 9.6146 4.0569 26.0689 0.0344 -0.0254 -0.0273
Si 1.4038 6.8153 25.9872 -0.0071 -0.023 -0.0384
Si 6.7586 6.8643 26.0044 -0.0067 0.026 -0.0205
Si 4.098 9.5378 25.9856 0.063 -0.0322 -0.0358
Si 9.4478 9.5724 26.134 -0.0162 0.0123 -0.029
Si 2.7275 -0.0094 27.332 -0.0185 -0.0046 0.0329
Si 8.1548 -0.0181 27.5564 0.0281 0.0547 -0.0689
Si 0.01 2.7113 27.4805 -0.0274 -0.0567 -0.0751
Si 5.4339 2.7427 27.3521 0.0114 0.0206 0.0395
Si 2.7299 5.4644 27.4246 0.0407 -0.0003 -0.0224
Si 8.1468 5.4364 27.31 -0.0308 -0.0281 0.0029
Si 0.0215 8.2166 27.329 0.0209 0.0375 0.0107
Si 5.4337 8.1983 27.4428 -0.0247 0.0013 -0.0493
Si 4.0765 1.3645 28.7407 -0.007 0.0003 -0.0291
Si 9.5765 1.3525 28.8421 0.0106 0.005 0.0338
Si 1.3734 4.0952 28.7975 0.0021 0.0271 0.0137
Si 6.8163 4.0919 28.755 -0.0024 0.0137 -0.0277
Si 4.0966 6.8163 28.8028 -0.0016 -0.0057 0.0212
As 9.5505 6.8245 28.7565 0.0041 -0.0151 -0.0238
Si 1.3712 9.5742 28.7503 0.0078 -0.0133 -0.0257
Si 6.7749 9.5536 28.845 -0.0341 -0.0292 0.0421
Si 0.023 -0.0179 30.1683 -0.0269 0.0216 -0.0138
Si 5.4204 0.0163 30.1685 0.0243 -0.0177 0.0011
Si 2.738 2.7225 30.1588 -0.0024 -0.0013 0.0058
Si 8.1884 2.7412 30.1454 0.0149 -0.0184 -0.0093
Si 0.0175 5.4292 30.1904 0.0077 -0.0104 0.0447
Si 5.4737 5.4529 30.1579 -0.0142 0.0127 -0.0084
Si 2.7285 8.2117 30.1322 0.01 -0.0131 -0.004
Si 8.1618 8.2166 30.2166 -0.0118 0.0247 0.0334
Si 1.3812 1.3561 31.5413 -0.01 -0.0091 0.0032
Si 6.82 1.3769 31.5064 0.0063 0.0101 -0.0014
Si 4.1108 4.0833 31.5265 0.0135 0.0136 -0.0004
Si 9.542 4.0919 31.5382 0.0123 -0.0004 -0.0127
Si 1.3606 6.8649 31.5043 0.0075 -0.0094 -0.0118
Si 6.8363 6.7938 31.5615 -0.0064 0.0079 -0.0075
Si 4.0764 9.5732 31.5323 -0.0158 -0.0061 -0.0028
Si 9.5982 9.56 31.5415 -0.0135 0.0024 -0.007
Si 2.7377 -0.0057 0.7304 0.0104 0.0015 -0.0027
Si 8.1888 0.0069 0.6673 0.0041 -0.0136 -0.0005
Si 0.0012 2.7293 0.6997 -0.006 0.0061 -0.0045
Si 5.4811 2.7272 0.7077 -0.0049 -0.0032 -0.004
Si 2.7318 5.4824 0.6581 -0.012 0.0076 0.0014
Si 8.2146 5.4493 0.7414 0.0022 0.0021 0.0041
Si 0.0115 8.1862 0.7153 -0.0029 -0.0048 0.0022
Si 5.4648 8.214 0.6974 0.0108 -0.0065 -0.0018
Si 4.1314 1.3604 2.0816 -0.0191 0.0005 0.0035
Si 9.5581 1.3497 2.0561 -0.0014 0.0077 -0.0015
Si 1.3741 4.1317 2.0331 0.019 -0.011 0.0179
Si 6.8451 4.0731 2.0953 -0.0009 0.0204 -0.0136
Si 4.0995 6.8297 2.0563 -0.0065 -0.0032 -0.0048
Si 9.5876 6.8304 2.0873 -0.0087 -0.0006 0.0064
Si 1.3814 9.5445 2.0834 -0.0168 0.011 -0.0103
Si 6.8307 9.598 2.0556 0.0117 -0.0078 0.0121
Si -0.0116 -0.0305 3.4037 -0.0382 -0.0517 -0.0483
Si 5.4931 0.0087 3.4879 0.0228 -0.0006 0.0327
Si 2.7708 2.7856 3.3756 0.032 0.0674 -0.0693
Si 8.1956 2.6893 3.4686 -0.0167 -0.0402 0.0333
Si 0.0296 5.4694 3.4542 0.0164 0.0121 0.0124
Si 5.4743 5.4664 3.4206 -0.0088 -0.0074 -0.0242
Si 2.7692 8.2019 3.4644 0.0287 0.0033 0.037
Si 8.2038 8.2291 3.3952 -0.0007 0.0163 -0.0489
Si 1.3875 1.3943 4.6323 0.0081 -0.0019 0.0774
Si 6.8468 1.3453 4.9293 0.0043 0.0091 -0.0342
Si 4.1526 4.0869 4.8145 -0.019 -0.0188 0.0465
Si 9.5798 4.0768 4.7788 0.0024 0.0104 -0.0189
Si 1.4182 6.8284 4.8391 -0.0125 -0.0094 -0.011
Si 6.8197 6.8895 4.7378 0.0092 -0.0042 0.0322
Si 4.1367 9.5759 4.8642 -0.013 -0.0122 -0.0481
Si 9.5523 9.5531 4.8022 0.0136 0.0059 0.0523
Si 2.7452 0.1192 6.0604 -0.0241 -0.0008 0.0487
Si 8.2059 -0.0623 6.2834 0.0175 -0.01 0.0285
Si 0.0289 2.6654 6.0548 0.0059 -0.0084 0.0303
Si 5.4737 2.7258 6.3024 -0.0013 0.0245 0.0328
Si 2.8165 5.4752 6.1982 0.0098 -0.0126 0.0195
Si 8.1736 5.48 6.0443 -0.0161 0.0153 0.0424
Si 0.0123 8.1875 6.1635 -0.0068 0.0188 0.0209
Si 5.5278 8.2214 6.2453 0.0039 -0.0128 0.0479
Si 3.8354 1.572 7.6202 -0.0045 0.0291 -0.1211
Si 9.8416 1.137 7.4741 0.0051 -0.0418 -0.0799
Si 1.625 3.7962 7.3272 0.0484 0.0054 -0.0617
Si 6.6558 4.416 7.4932 -0.0241 -0.0157 -0.0929
Si 4.4092 6.6314 7.5666 0.0068 -0.034 -0.0844
Si 9.3653 6.9483 7.4182 -0.0041 0.0314 -0.0843
Si 1.1462 9.9205 7.3028 -0.0149 -0.0146 -0.0756
Si 7.1548 9.2306 7.6893 0.0322 -0.0053 -0.1555
O 8.3107 8.092 7.9105 -0.0118 -0.0052 0.011
O 2.718 2.7379 7.9639 -0.0251 0.0061 0.0012
O 9.5213 1.3533 24.2881 0.0034 -0.0179 -0.0423
O 4.0439 6.8635 24.1273 0.009 -0.0157 -0.0198
O 0.0315 0.0196 7.9687 0.0024 0.0149 0.0016
O 5.5314 5.508 8.041 -0.0023 0.0143 0.0003
O 6.8473 9.574 24.1944 -0.0064 0.0016 -0.0309
O 1.3606 4.0567 24.1657 0.0247 -0.0019 -0.0382
O 3.866 7.3796 8.9483 -0.0406 0.039 0.0342
O 0.7954 4.3746 8.6024 -0.0237 0.0263 0.0246
O 9.8102 6.1802 8.8086 0.0382 -0.0366 0.0334
O 2.1368 9.38 8.4863 0.0283 -0.0362 0.0363
O 7.521 3.9257 8.8018 0.0408 -0.0437 0.0465
O 4.2703 0.9183 9.073 0.0389 -0.0218 0.0851
O 6.727 9.5612 9.2314 -0.021 0.0052 0.118
O 9.2136 1.8541 8.8107 -0.0418 0.0397 0.0395
O 7.7004 3.1447 23.5059 -0.0398 0.0383 -0.0373
O 10.4925 5.8527 23.4318 -0.0435 0.0497 -0.0547
O 5.0816 0.4404 23.3923 -0.0403 0.0514 -0.0705
O 5.8598 5.0874 23.3475 0.0314 -0.0385 -0.0383
O 3.0988 2.2078 23.256 0.0521 -0.0406 -0.0664
O 2.2901 8.7248 23.2201 -0.0461 0.0301 -0.0451
O 8.6212 7.7604 23.3711 0.0472 -0.0397 -0.0431
O 0.2167 10.3259 23.5749 0.0239 -0.0424 -0.0167
Si 4.3835 1.5682 22.4401 0.0031 0.0083 0.0333
Si 3.4888 7.9298 14.027 -0.002 -0.0003 0.0077
Si 7.1148 0.9554 14.661 0.0042 0.0071 0.0038
Si 0.941 9.3594 22.4951 0.0003 -0.0187 0.024
Si 1.1828 4.3109 11.8841 -0.0073 0.009 0.0342
Si 6.2668 8.9624 15.3106 -0.0094 -0.0024 0.004
Si 0.6773 1.3714 12.293 0.0049 -0.0004 0.0417
Si 8.628 4.9465 20.4872 -0.0095 0.0195 -0.0214
Si 0.3269 5.7185 9.3681 -0.0246 0.0038 0.005
Si 5.1036 3.1248 17.9351 -0.0051 -0.0079 -0.0332
Si 0.8872 3.7471 16.7395 -0.0049 0.0012 -0.0086
Si 10.4054 2.8487 19.2141 -0.0016 0.0039 -0.0281
Si 5.2823 1.1838 10.3581 -0.013 -0.013 0.0003
Si 0.885 0.1807 19.8271 0.0242 -0.0161 -0.0265
Si 6.6445 9.4614 10.877 -0.012 0.0206 -0.0121
Si 9.3374 9.6744 18.3175 0.0082 0.0093 -0.0304
Si 9.3908 9.2474 12.5698 -0.0075 0.0023 0.0292
Si 6.5679 3.8425 22.5615 -0.0007 -0.0073 0.0053
Si 2.4423 8.0676 9.3836 0.0184 0.0042 -0.0052
Si 10.5889 7.3671 17.0703 0.0052 -0.0031 -0.0209
Si 2.5099 6.291 16.5723 0.003 0.0013 -0.0217
Si 10.1761 4.4931 14.1883 0.0037 -0.0084 0.0088
Si 6.1406 9.1812 18.5052 -0.0096 0.0103 -0.0448
Si 7.9699 2.5713 9.5906 0.0077 0.0229 -0.0083
Si 8.8801 2.1452 12.4572 -0.0093 0.0106 0.0171
Si 5.335 6.2444 18.0591 0.0017 -0.0046 -0.0403
Si 3.9237 0.5528 19.4445 -0.0114 0.0082 -0.0098
Si 4.2782 3.8419 12.0507 0.0069 -0.0091 0.0374
Si 5.5414 6.6011 12.1375 0.0025 0.0057 0.0467
Si 8.0121 2.5035 17.2096 0.0021 -0.0024 -0.0191
Si 4.3592 2.4802 14.9635 0.0019 0.0088 -0.0058
Si 1.538 1.2143 15.254 -0.0014 0.0036 -0.0008
Si 1.5682 9.4179 12.0457 0.0178 -0.0094 0.0282
Si 8.0505 6.8521 13.8622 -0.0036 -0.0021 0.0123
Si 10.3812 9.8377 15.483 0.002 0.0029 -0.0075
Si 9.8073 7.0163 22.52 0.001 0.0016 0.0135
Si 8.1041 5.4844 17.3906 0.0033 -0.0058 -0.0073
O 6.045 7.9625 11.292 -0.0052 -0.0249 -0.0149
O 6.0208 9.2053 16.8897 0.0007 0.0006 0.0091
O 7.6765 1.3648 13.1912 -0.0073 -0.0068 -0.0031
O 0.8956 1.7511 13.8621 0.0058 -0.0019 0.0024
O 9.4222 6.26 16.8731 0.0031 0.0035 0.0078
O 6.7577 6.2033 13.136 0.0119 0.0017 -0.0146
O 5.1311 4.6602 18.6067 0.0003 0.0062 0.0229
O 9.2314 2.1608 18.2652 -0.009 -0.0016 0.0137
O 2.3662 0.093 19.0653 -0.001 -0.0001 0.0128
O 9.4105 10.233 16.7617 -0.0022 -0.0014 0.0083
O 2.7898 4.4367 11.7111 -0.0006 -0.002 -0.0295
O 5.0654 10.3205 19.0959 0.0113 -0.0126 0.0192
O 9.4254 3.2395 13.5002 0.005 0.0093 -0.0104
O 0.4611 1.7678 19.9469 -0.005 0.0006 0.0272
O 3.1518 1.3647 15.0635 -0.0009 -0.001 -0.004
O 8.1624 5.3714 19.0077 -0.0056 0.0041 -0.0063
O 3.8899 6.6 17.3871 0.0014 0.0007 0.0167
O 4.5784 3.2841 16.3818 0.0019 0.0028 0.0073
O 9.0627 5.6688 14.3084 -0.0005 0.0022 -0.009
O 5.4453 2.7589 22.1229 -0.002 0.0011 0.022
O 10.6736 4.1534 15.6853 0.0028 0.0019 0.006
O 0.3447 3.8737 18.2767 0.0042 0.0028 0.0122
O 10.4248 10.5129 19.2151 -0.0137 -0.0044 0.0148
O 9.6416 10.0276 14.0254 0.0031 0.0038 0.0028
O 10.9104 8.1208 22.0709 0.0065 0.0062 0.0214
O 1.1877 2.1617 16.5278 0.0005 0.0028 0.0037
O 9.7343 3.7478 20.4104 0.0094 -0.0131 0.0177
O 8.1311 4.0309 16.6683 -0.0026 0.0012 0.0007
O -0.0418 9.1048 11.9051 -0.0112 0.0025 -0.0266
O 6.5873 2.4192 18.0055 0.0015 0.0026 0.0166
O 5.5822 10.7201 11.2013 0.0003 -0.0112 -0.0134
O 7.7496 9.5902 18.8395 0.0022 -0.0009 0.026
O 10.028 1.0269 12.0594 0.0044 -0.0025 -0.0267
O 1.3152 6.9586 9.049 -0.0005 -0.0027 -0.0228
O 0.6246 4.7667 13.3511 -0.0077 0.0021 -0.0064
O 5.7073 7.6215 18.9751 -0.001 -0.0026 0.0329
O 5.2381 5.0853 11.5162 0.0016 0.0062 -0.0303
O 2.7114 6.9865 15.1123 -0.0024 -0.0042 0.0067
O 0.9084 2.7494 11.4621 -0.0015 -0.0067 -0.0266
O 0.86 10.6869 15.5442 -0.0014 -0.0012 0.0005
O 2.3995 8.5877 10.9105 -0.014 0.0199 0.0189
O 4.696 2.4315 11.2709 -0.0112 0.0319 -0.0075
O 4.2544 3.5116 13.6777 -0.0003 -0.0106 0.0042
O 2.2055 4.6808 16.4801 0.0018 0.0006 0.0036
O 10.7046 8.2509 15.6935 -0.0008 -0.001 0
O 6.9279 10.2884 14.6603 -0.0007 -0.0043 -0.0077
O 2.3429 8.9566 13.4228 0.0062 -0.0037 -0.0074
O 8.0306 1.5174 15.9043 0.0007 0.0024 0.0061
O 4.1243 6.9942 12.8512 -0.0074 0.0074 -0.0145
O 4.1782 2.0105 18.7182 0.0069 0.0086 0.0113
O 7.2936 4.4207 21.251 0.0298 0.0197 -0.0174
O 8.4084 2.932 11.1092 0.017 -0.0044 0.0206
O 1.176 6.8582 17.3531 -0.0038 0.0022 0.0154
O 5.6504 1.5715 14.7573 0.0009 -0.0035 -0.004
O 8.1292 9.7615 11.589 0.0286 -0.0054 -0.0083
O 9.2031 6.2853 21.2171 -0.023 -0.0329 -0.0147
O 8.9564 7.7168 12.8487 -0.0013 -0.0056 -0.0168
O 1.6524 0.1231 11.8761 -0.0068 0.0066 -0.0275
O 6.6383 6.1466 17.0531 -0.0016 0.0001 0.0056
O 7.3995 7.801 15.037 -0.0017 0.0047 -0.0006
O 1.219 10.3054 21.2169 -0.0019 0.039 -0.0254
O 10.0337 8.1985 18.3526 -0.0015 -0.0017 0.0149
O 3.9455 0.8432 21.0667 -0.0133 -0.0283 -0.0376
O 0.346 5.3455 10.9328 0.0111 -0.0216 0.015
O 6.695 1.5756 9.6376 -0.0096 -0.0056 -0.0201
O 4.7781 8.7031 14.6775 0.009 0.0021 -0.0036

Results
free energy: -139961.418 eV
free energy less fixed offsets of As -4856.12, O -568.88, Si -635.61 eV per atom: -5.578 eV

The program warned: the cutoff lies below the one the program advises for these potential files; the exchange-correlation potential is rough where the density is thin.
